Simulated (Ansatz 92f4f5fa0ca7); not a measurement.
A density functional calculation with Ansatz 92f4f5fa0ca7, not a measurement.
Periodic cell of 223 atoms, Si132O90B1, from a study of silicon, its oxide and their interface. The atomic structure is a simulated model.
Doubt: the cutoff is far below the 930 eV that the study's wrapper takes by default for these files, so forces and energies are approximate.
This geometry differs little from another in the collection (a relaxation step or a small displacement).

Settings: functional PBE; potential files Ansatz PAW; basis plane waves; wave-function cutoff 580 eV; density cutoff ratio 5; exchange-correlation grid ratio 1; k mesh 1 x 1 x 1, Gamma-centred; self-consistency stop 5e-08 eV per atom in the density residual; occupations fixed; spin none; net charge -1 e, with a uniform compensating background and no finite-size correction.

Cell vectors (angstrom)
a	10.938	0	0
b	0	10.938	0
c	0	0	32.1988

Atoms: element, x, y, z (angstrom)
Si	10.5801	0.2276	24.8792
Si	5.7336	10.6783	24.7559
Si	2.4759	2.9159	24.6526
Si	8.422	2.467	24.8461
Si	0.2728	5.1651	24.7719
Si	5.1503	5.7507	24.7004
Si	2.9292	8.0075	24.6138
Si	7.9328	8.4343	24.7471
Si	1.3232	1.3843	26.0526
Si	6.8391	1.3099	26.1361
Si	4.0414	4.1049	26.0003
Si	9.6066	4.0587	26.107
Si	1.3928	6.8269	26.0175
Si	6.7624	6.8516	26.0425
Si	4.0972	9.5356	26.0146
Si	9.46	9.5684	26.1603
Si	2.7202	-0.0074	27.364
Si	8.1533	-0.0225	27.5756
Si	0.0053	2.7144	27.5167
Si	5.4329	2.7434	27.3849
Si	2.7232	5.4637	27.4487
Si	8.1797	5.4696	27.3751
Si	-0.0138	8.1815	27.3926
Si	5.4338	8.1985	27.4703
Si	4.0708	1.3663	28.7658
Si	9.5668	1.349	28.8748
Si	1.3634	4.1094	28.8445
Si	6.8214	4.1006	28.7644
Si	4.09	6.8159	28.8293
Si	9.548	6.8239	28.7722
Si	1.357	9.5663	28.7581
Si	6.7801	9.5455	28.8842
Si	0.0123	-0.03	30.1951
Si	5.4178	0.0147	30.1877
Si	2.7347	2.7254	30.1867
Si	8.1782	2.7459	30.1751
Si	-0.0302	5.4733	30.1752
Si	5.4754	5.4538	30.1796
Si	2.7107	8.2082	30.1538
Si	8.199	8.1766	30.1895
Si	1.3617	1.3612	31.5634
Si	6.8087	1.377	31.5398
Si	4.1155	4.087	31.5576
Si	9.553	4.0997	31.5503
Si	1.3468	6.8505	31.5258
Si	6.8394	6.8145	31.5663
Si	4.0629	9.5726	31.5457
Si	9.5737	9.5415	31.5597
Si	2.7239	-0.0029	0.7421
Si	8.1939	0.0064	0.6868
Si	-0.017	2.7356	0.7299
Si	5.4763	2.73	0.7577
Si	2.7245	5.4835	0.6816
Si	8.2049	5.4507	0.7477
Si	0.004	8.1823	0.7484
Si	5.4557	8.2111	0.7041
Si	4.0891	1.3683	2.1138
Si	9.542	1.3544	2.0884
Si	1.3664	4.1343	2.0654
Si	6.869	4.0749	2.1374
Si	4.0963	6.8329	2.068
Si	9.5867	6.7987	2.118
Si	1.3631	9.569	2.1121
Si	6.82	9.5974	2.0597
Si	-0.0083	0.0163	3.4531
Si	5.4805	0.0185	3.4815
Si	2.7052	2.7627	3.4355
Si	8.2384	2.712	3.5415
Si	-0.0011	5.4172	3.5203
Si	5.4692	5.4658	3.4335
Si	2.7547	8.2028	3.4641
Si	8.197	8.2191	3.3881
Si	1.2334	1.5226	4.8093
Si	6.8206	1.3615	4.9215
Si	4.1093	4.1029	4.813
Si	9.7568	3.8937	4.9571
Si	1.3982	6.8304	4.8328
Si	6.8632	6.8481	4.7473
Si	4.1253	9.5807	4.8386
Si	9.5234	9.5732	4.784
Si	2.7217	0.1253	6.0405
Si	8.2441	0.0173	6.2641
B	0.0468	2.6481	6.0614
Si	5.4374	2.7539	6.2957
Si	2.7184	5.4207	6.21
Si	8.2418	5.4116	6.0516
Si	-0.0097	8.2162	6.1377
Si	5.536	8.2187	6.2037
Si	3.7713	1.6019	7.5822
Si	9.9579	1.3476	7.2691
Si	1.3985	3.6489	7.1738
Si	6.6314	4.4457	7.4768
Si	4.362	6.6377	7.5002
Si	9.3575	6.9676	7.3947
Si	1.1056	9.9605	7.2834
Si	7.1689	9.2721	7.6331
O	8.2908	8.1047	7.8988
O	2.5753	2.6963	7.8914
O	9.513	1.3514	24.2772
O	4.0454	6.8656	24.1304
O	0.0339	0.1445	7.8601
O	5.4992	5.5416	8.0128
O	6.8432	9.5676	24.2047
O	1.3656	4.0593	24.1719
O	3.8639	7.4832	8.8632
O	0.6236	4.3076	8.4759
O	9.814	6.2704	8.8356
O	1.9394	9.3825	8.5779
O	7.4322	3.9727	8.8471
O	4.2553	0.9876	9.0625
O	6.7272	9.5765	9.2026
O	9.234	2.002	8.6343
O	7.7127	3.1591	23.5327
O	10.4944	5.8407	23.4565
O	5.0904	0.4316	23.4076
O	5.8606	5.0984	23.36
O	3.1038	2.2079	23.2799
O	2.2887	8.7219	23.2399
O	8.6084	7.748	23.4006
O	0.2261	10.3514	23.59
Si	4.3937	1.5722	22.4827
Si	3.501	7.9331	14.014
Si	7.1427	0.9614	14.6323
Si	0.9378	9.3581	22.5386
Si	1.2005	4.2846	11.8301
Si	6.278	8.9656	15.302
Si	0.707	1.3363	12.2577
Si	8.6322	4.9512	20.513
Si	0.3087	5.6594	9.2896
Si	5.1091	3.112	17.9189
Si	0.8869	3.7359	16.7068
Si	10.407	2.84	19.2079
Si	5.3157	1.2053	10.2988
Si	0.8936	0.1708	19.851
Si	6.6493	9.4816	10.8304
Si	9.3518	9.6748	18.3127
Si	9.3952	9.2551	12.5491
Si	6.5762	3.8489	22.6005
Si	2.4056	8.0432	9.3435
Si	10.6024	7.3646	17.0645
Si	2.5202	6.2898	16.5609
Si	10.1899	4.4817	14.1368
Si	6.1488	9.1835	18.501
Si	7.9965	2.5934	9.4962
Si	8.9043	2.1279	12.3953
Si	5.3515	6.2373	18.0493
Si	3.9355	0.5569	19.4719
Si	4.3058	3.8459	12.0186
Si	5.5579	6.6185	12.1142
Si	8.0248	2.4926	17.1986
Si	4.3768	2.4817	14.9353
Si	1.5623	1.1988	15.2256
Si	1.5816	9.382	12.012
Si	8.0633	6.8514	13.8484
Si	10.3933	9.8347	15.4695
Si	9.8036	7.0109	22.5698
Si	8.1251	5.4802	17.4079
O	6.0536	7.9805	11.2836
O	6.0334	9.2084	16.8844
O	7.7092	1.355	13.165
O	0.9192	1.7169	13.8327
O	9.4471	6.2439	16.8752
O	6.7718	6.2106	13.1195
O	5.1466	4.65	18.5892
O	9.231	2.1398	18.2648
O	2.3787	0.0931	19.0884
O	9.4272	10.2302	16.7551
O	2.81	4.4213	11.6824
O	5.0771	10.3187	19.1023
O	9.4381	3.2341	13.4427
O	0.4624	1.7621	19.9446
O	3.179	1.3512	15.0391
O	8.1696	5.3855	19.0241
O	3.9037	6.5863	17.3772
O	4.5767	3.2747	16.3677
O	9.0765	5.6606	14.2871
O	5.4572	2.7602	22.1467
O	10.6833	4.1347	15.6397
O	0.3394	3.8512	18.2439
O	10.4372	10.5075	19.2122
O	9.6496	10.0276	14.0192
O	10.8974	8.1259	22.1054
O	1.2119	2.1565	16.4931
O	9.7417	3.7516	20.3923
O	8.1524	4.0276	16.6844
O	-0.0365	9.0996	11.8996
O	6.591	2.4011	17.9773
O	5.5955	10.7431	11.171
O	7.7613	9.5884	18.8322
O	10.0555	0.997	12.0374
O	1.4023	6.8211	9.0145
O	0.6382	4.753	13.3024
O	5.7141	7.6191	18.9641
O	5.25	5.1061	11.4996
O	2.7246	6.9906	15.107
O	0.9509	2.7114	11.4369
O	0.8786	10.6759	15.5395
O	2.386	8.5004	10.9093
O	4.7624	2.4528	11.2544
O	4.2667	3.5149	13.6576
O	2.201	4.6833	16.4661
O	10.7118	8.2453	15.6864
O	6.9361	10.2952	14.6565
O	2.3535	8.9515	13.4105
O	8.0574	1.5228	15.8818
O	4.1465	6.9964	12.8529
O	4.1895	2.0045	18.7148
O	7.3028	4.409	21.2659
O	8.4555	2.8897	11.041
O	1.1936	6.8661	17.3504
O	5.6849	1.5943	14.7391
O	8.1364	9.7622	11.575
O	9.2142	6.281	21.2426
O	8.971	7.7238	12.8496
O	1.679	0.0881	11.8436
O	6.6613	6.1432	17.052
O	7.4074	7.7998	15.0294
O	1.2111	10.2912	21.2303
O	10.0411	8.1949	18.3438
O	3.9654	0.8577	21.0819
O	0.3516	5.2753	10.866
O	6.7459	1.5523	9.5912
O	4.7845	8.7105	14.6795

Results
free energy: -135251.076 eV
free energy less fixed offsets of B -154.04, O -568.88, Si -635.61 eV per atom: 2.684 eV

Forces (eV/angstrom), in the order of the atoms: element, x, y, z
Si	0.0046	-0.0063	-0.0114
Si	-0.0021	0.0055	-0.0079
Si	0.0054	-0.0051	-0.0084
Si	-0.0055	0.0049	-0.0117
Si	-0.0041	0.0049	-0.0091
Si	0.0018	-0.0031	-0.008
Si	-0.005	0.0035	-0.0041
Si	0.0031	-0.0014	-0.0101
Si	0	-0.0001	-0.0041
Si	-0.0032	-0.0003	-0.0056
Si	-0.0023	0.0032	-0.0009
Si	-0.0007	0.0001	-0.0032
Si	0.0035	-0.0024	-0.0029
Si	-0.0021	0.0011	-0.0019
Si	0.0021	-0.003	-0.0021
Si	0.0008	-0.001	-0.0065
Si	-0.0003	0.0004	0.0002
Si	-0.0008	-0.0012	0.0028
Si	0.0022	0.0014	0.0049
Si	-0.0001	0.0005	-0.0012
Si	0.0005	0.0008	0
Si	-0.0012	0.001	0.0005
Si	-0.0006	0.0006	-0.0008
Si	-0.0022	-0.0018	-0.0001
Si	-0.0001	-0.0003	-0.0039
Si	0.0009	-0.0003	0.0042
Si	-0.0008	0.0017	0.0008
Si	-0.0016	0.0011	-0.004
Si	0.0006	0.0003	-0.0036
Si	0.0005	-0.0027	-0.0025
Si	0.0008	-0.0001	-0.0036
Si	-0.0052	0.0012	0.0034
Si	-0.0034	0.0034	-0.0002
Si	0.0033	-0.0048	-0.0001
Si	-0.0034	0.004	0.0006
Si	0.0025	-0.0039	0.0012
Si	0.0047	-0.0032	0.0014
Si	-0.0014	0.0019	0.0007
Si	0.0027	-0.0038	0.0024
Si	-0.0025	0.0016	0.0001
Si	0.0041	-0.0036	-0.0015
Si	-0.0013	0.0027	-0.0017
Si	0.0007	-0.0033	0.0002
Si	-0.0034	0.0071	-0.0006
Si	-0.0058	-0.0003	0.0002
Si	-0.0011	-0.001	-0.0022
Si	0	0.0029	-0.0027
Si	0.0039	0.0001	0.0006
Si	-0.0033	0.0019	0.0007
Si	-0.0042	0.0006	0.0024
Si	0.0015	0.0001	-0.0064
Si	0.0035	-0.0013	0.0007
Si	-0.0014	0.0036	0.0026
Si	0.007	-0.01	0.0011
Si	0.0057	-0.0054	0.0025
Si	-0.0011	0	-0.0015
Si	-0.006	-0.0023	0.0049
Si	0.0055	0.0018	0.0046
Si	-0.001	-0.0037	0.0017
Si	0.0006	0.0083	0.0023
Si	0	-0.0061	0.0017
Si	-0.0026	-0.0004	0.0013
Si	-0.004	0.0102	0.0092
Si	0.0043	-0.0021	0.0001
Si	0.0065	0.0008	0.0053
Si	0.009	0.0036	0.0096
Si	-0.0012	0.0043	0.0032
Si	-0.0068	-0.0078	0.0044
Si	0.0043	0.0018	-0.0017
Si	-0.0095	-0.0142	0.0039
Si	-0.0048	-0.0077	0.0056
Si	0.0083	0.0101	-0.0007
Si	0.0038	-0.0284	-0.0484
Si	-0.002	-0.0044	0.0046
Si	0.0163	0.0088	-0.0008
Si	-0.0472	0.0565	-0.0655
Si	0.0069	-0.0013	0.0081
Si	-0.0159	-0.0129	-0.0054
Si	-0.0094	0.0166	-0.0026
Si	0.0146	0.0029	-0.001
Si	0.001	-0.0027	0.034
Si	-0.0113	-0.006	-0.0034
B	0.0287	-0.0658	0.0372
Si	-0.0044	0.0041	0.0056
Si	-0.0133	-0.0116	-0.0113
Si	0.0005	0.0023	0.0166
Si	-0.0024	0.0124	0.0012
Si	-0.0025	-0.0065	0.0138
Si	0.0238	-0.0253	-0.0158
Si	-0.0109	0.0342	-0.0094
Si	0.001	0.0681	0.0631
Si	0.0036	-0.0045	0.0145
Si	0.0069	0.0062	0.0101
Si	-0.0633	0.0603	0.1396
Si	0.0055	-0.0117	-0.0156
Si	0.0557	-0.0256	0.0869
O	0.0127	-0.0323	-0.1082
O	-0.0202	-0.0013	-0.0035
O	0.0017	-0.0017	0.0056
O	0.0027	-0.0027	-0.0019
O	-0.0095	0.013	0.0131
O	0.0079	0.006	-0.0065
O	0.0017	-0.0018	0.0022
O	0.0002	-0.0015	0.0025
O	0.0133	-0.0153	-0.0192
O	-0.0096	0.0662	0.0153
O	0.0191	-0.0026	-0.0523
O	-0.0059	0.0215	-0.0272
O	-0.0133	0.0081	-0.0264
O	-0.0186	0.0074	-0.0258
O	0.0279	-0.0258	-0.0636
O	0.0043	-0.024	-0.0245
O	0.0127	-0.0108	0.0212
O	0.0097	-0.0111	0.0197
O	0.0079	-0.0116	0.0197
O	-0.0066	0.0087	0.0158
O	-0.0105	0.0078	0.0167
O	0.0092	-0.0065	0.0156
O	-0.0103	0.0083	0.018
O	-0.0089	0.0127	0.0208
Si	-0.0008	-0.0017	-0.0328
Si	0.0035	-0.0008	0.0184
Si	-0.0057	-0.0016	0.0152
Si	-0.0002	0.0043	-0.0323
Si	0.0035	-0.0067	0.0246
Si	-0.0001	0.0019	0.0067
Si	0.0009	0.0028	0.0144
Si	0.006	-0.0072	-0.0158
Si	-0.0054	-0.0697	0.0048
Si	0.002	0.0027	0.0072
Si	0.0048	0.0031	0.0075
Si	0.001	-0.0018	-0.0021
Si	0.0036	0.0028	0.0442
Si	-0.0063	0.0086	-0.0102
Si	0.0184	-0.0188	0.0311
Si	-0.0031	-0.0039	0.0054
Si	-0.0005	-0.0102	0.0145
Si	-0.0003	0.002	-0.0296
Si	-0.007	-0.0156	0.0552
Si	0.001	-0.002	0.0054
Si	0.0003	-0.0029	0.0119
Si	-0.0026	0.0084	0.0185
Si	0.002	-0.0032	0.0089
Si	-0.0122	-0.0056	0.0522
Si	0.0008	-0.0054	0.0339
Si	-0.0009	0.0013	0.0061
Si	0.0032	-0.0031	-0.0148
Si	-0.0065	0.0098	0.0201
Si	0.0006	-0.0036	0.019
Si	-0.0007	0.0044	0.007
Si	-0.0014	-0.0095	0.0178
Si	0.0071	-0.0041	0.0181
Si	-0.0124	0.0058	0.0271
Si	0.0021	0.0026	0.008
Si	0.0043	-0.005	0.0151
Si	0.0009	-0.0024	-0.0294
Si	-0.0027	0.0024	-0.003
O	0.0021	0.0193	-0.0109
O	0.0005	-0.0005	-0.0074
O	0.0108	0.0088	-0.0142
O	-0.007	0.0029	-0.0218
O	-0.0008	-0.001	-0.0012
O	-0.0128	-0.0011	-0.0074
O	0.0003	-0.0019	-0.0035
O	0.0026	0.0009	-0.0005
O	-0.0019	-0.0002	0.0023
O	0.0015	0.0025	-0.0051
O	-0.002	0.0024	0.0011
O	-0.0037	0.0046	-0.0003
O	-0.0056	-0.0146	-0.0127
O	0.0018	-0.0021	-0.0016
O	-0.0004	0.0023	-0.0027
O	0.0028	-0.0018	0.0107
O	-0.0032	0.0007	-0.0042
O	-0.0018	-0.0007	-0.007
O	0.0015	-0.0014	-0.0002
O	0.0013	0.0014	0.0065
O	-0.0061	0.0025	-0.0134
O	-0.0022	-0.0026	-0.0008
O	0.0058	0.0024	0.0015
O	-0.0049	-0.0006	-0.0162
O	-0.0018	-0.0009	0.0057
O	-0.0003	-0.0015	-0.0047
O	-0.005	0.0065	0.0026
O	0.001	-0.0017	-0.0004
O	0.0091	0.0001	-0.0031
O	0.0006	-0.001	-0.0035
O	0.0004	0.0071	-0.0169
O	0.0002	0.0013	-0.0042
O	-0.0019	0.0007	-0.0038
O	0.0036	0.0098	-0.0108
O	0.0117	-0.0043	-0.0189
O	0.0004	0.0019	-0.0049
O	0.0003	-0.0066	-0.0032
O	0.003	0.006	-0.0108
O	-0.0011	0.0029	-0.0002
O	-0.0005	0.0019	-0.0042
O	0.0104	-0.016	-0.0372
O	0.0118	-0.0226	-0.0205
O	0.0004	0.0105	-0.0228
O	-0.0005	-0.0004	-0.0021
O	-0.0005	0.0053	-0.0041
O	0.0023	0.0032	-0.001
O	-0.0091	0.0059	-0.0157
O	-0.0017	-0.0045	-0.0079
O	0.0095	-0.0064	-0.0101
O	-0.0026	-0.0031	0.0018
O	-0.0125	-0.0061	0.0158
O	-0.01	0.0036	-0.0448
O	0.0007	0.0007	-0.0036
O	0.0021	-0.0003	-0.0016
O	-0.0182	0.0057	-0.0116
O	0.0066	0.0124	0.015
O	0.0032	0.0092	-0.0037
O	0.0038	-0.0022	-0.0043
O	0.0025	0	-0.0013
O	0.0036	-0.0049	-0.0044
O	-0.0001	-0.015	0.0227
O	-0.0007	0.001	-0.0032
O	0.0039	0.0093	0.0241
O	-0.0076	0.0125	-0.0802
O	0.0109	0.0107	-0.0092
O	-0.0054	-0.0028	-0.0041

The program warned: the cutoff lies below the one the program advises for these potential files; the forces do not sum to zero within the program's tolerance; the exchange-correlation potential is rough where the density is thin.
